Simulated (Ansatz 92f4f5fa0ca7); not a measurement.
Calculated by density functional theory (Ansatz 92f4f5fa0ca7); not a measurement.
Periodic cell of 288 atoms, Si196O92, from a study of silicon, its oxide and their interface. The atomic structure is a simulated model.
Doubt: the cutoff is far below the 930 eV that the study's wrapper takes by default for these files, so forces and energies are approximate.
This geometry differs little from another in the collection (a relaxation step or a small displacement).

Settings: functional PBE; potential files Ansatz PAW; basis plane waves; wave-function cutoff 580 eV; density cutoff ratio 5; exchange-correlation grid ratio 1; k mesh 1 x 1 x 1, Gamma-centred; self-consistency stop 5e-08 eV per atom in the density residual; occupations fixed; spin none; net charge 0.

Cell vectors (angstrom)
a  11.6015  0  0
b  0  10.938  0
c  0  0  40.5836

Atoms and the computed forces on them: element, x, y, z (angstrom), force x, y, z (eV/angstrom)
Si  0  0  0.9665  -0.007  0.0486  0.0105
Si  3.8672  0  0.9665  0.0061  0.0611  0.0098
Si  7.7343  0  0.9665  0.0014  0.0205  0.0078
Si  1.9336  1.3673  0.9665  -0.0031  -0.0599  -0.0056
Si  5.8008  1.3673  0.9665  0.0071  -0.0147  -0.0111
Si  9.6679  1.3673  0.9665  -0.0029  -0.0197  -0.0125
Si  0  5.469  0.9665  -0.0083  0.0417  0.006
Si  3.8672  5.469  0.9665  0.0058  0.0516  0.0029
Si  7.7343  5.469  0.9665  0.0011  0.0269  -0.0096
Si  1.9336  6.8362  0.9665  -0.0017  -0.073  0.005
Si  5.8008  6.8362  0.9665  0.0079  -0.0333  -0.0061
Si  9.6679  6.8362  0.9665  -0.0067  -0.0154  0.0004
Si  1.9336  2.7345  39.6165  0.0264  0.051  0.0032
Si  5.8008  2.7345  39.6165  0.026  0.0039  0.0183
Si  9.6679  2.7345  39.6165  0.0132  0.0114  0.0135
Si  0  4.1018  39.6165  0.0205  -0.0215  0.0093
Si  3.8672  4.1018  39.6165  0.0238  -0.0368  0.0044
Si  7.7343  4.1018  39.6165  0.0268  -0.0266  0.0045
Si  1.9336  8.2035  39.6165  0.0258  0.0727  -0.0217
Si  5.8008  8.2035  39.6165  0.0227  0.0464  -0.0159
Si  9.6679  8.2035  39.6165  0.0236  0.0035  0.0075
Si  0  9.5708  39.6165  0.0196  -0.0397  -0.0021
Si  3.8672  9.5708  39.6165  0.0282  -0.0574  -0.0145
Si  7.7343  9.5708  39.6165  0.021  -0.0005  0.0159
Si  0  0  4.8337  -0.0318  0.0425  0.04
Si  3.8672  0  4.8337  -0.1055  0.0375  0.0546
Si  7.7343  0  4.8337  -0.061  0.0193  -0.0312
Si  1.9336  1.3673  4.8337  -0.0547  -0.0423  0.1307
Si  5.8008  1.3673  4.8337  -0.1208  -0.007  -0.0666
Si  9.6679  1.3673  4.8337  -0.0304  -0.012  -0.0874
Si  0  5.469  4.8337  -0.0187  0.0506  0.1287
Si  3.8672  5.469  4.8337  -0.1106  0.0563  0.1694
Si  7.7343  5.469  4.8337  -0.0809  0.0629  -0.0563
Si  1.9336  6.8362  4.8337  -0.0684  -0.03  0.1106
Si  5.8008  6.8362  4.8337  -0.0907  -0.0189  -0.1267
Si  9.6679  6.8362  4.8337  -0.0344  0.0198  -0.0794
Si  1.9336  2.7345  2.9001  -0.0246  0.0694  0.0261
Si  5.8008  2.7345  2.9001  -0.0204  -0.0039  -0.0166
Si  9.6679  2.7345  2.9001  -0.0248  -0.0074  -0.0222
Si  0  4.1018  2.9001  -0.0309  -0.0519  0.0158
Si  3.8672  4.1018  2.9001  -0.0207  -0.0697  0.0259
Si  7.7343  4.1018  2.9001  -0.0177  -0.0067  -0.0174
Si  1.9336  8.2035  2.9001  -0.0243  0.0787  0.021
Si  5.8008  8.2035  2.9001  -0.0243  0.0058  -0.0233
Si  9.6679  8.2035  2.9001  -0.0221  -0.0047  -0.0187
Si  0  9.5708  2.9001  -0.0285  -0.048  0.0052
Si  3.8672  9.5708  2.9001  -0.0181  -0.0552  0.0056
Si  7.7343  9.5708  2.9001  -0.0242  -0.005  -0.02
Si  -0.0028  0.0309  29.8473  0.0116  0.0494  -0.002
Si  4.0855  0.0891  29.8294  -0.014  0.0363  0.0331
Si  7.8635  0.1602  30.1913  0.0534  0.0933  -0.0202
Si  2.0439  1.3169  29.8041  -0.012  0.0083  0.0134
Si  5.9484  1.5114  30.1598  -0.093  -0.0638  -0.0058
Si  9.7899  1.5087  29.9775  0.0055  -0.0574  0.0542
Si  0.4252  5.1565  30.0896  0.0543  0.0533  0.0024
Si  3.8909  5.3405  29.8964  -0.0024  0.0707  0.0786
Si  8.2403  5.3252  30.0485  0.047  0.046  0.051
Si  2.0692  6.7727  29.8299  -0.0051  -0.0138  0.0598
Si  6.5593  6.8837  29.8598  -0.1597  -0.1867  -0.0018
Si  10.1674  6.633  30.0948  0.0208  -0.0997  0.0164
Si  2.1326  2.5988  31.8961  -0.0403  -0.0429  -0.0944
Si  5.9363  2.8247  32.0541  -0.0397  0.0015  -0.0278
Si  9.8561  2.7065  31.9987  -0.0181  -0.0847  -0.049
Si  0.2235  3.9572  32.061  0.0004  0.0759  -0.0239
Si  3.9799  4.1278  31.9525  0.0593  0.035  -0.0478
Si  7.9497  4.0452  31.9881  -0.0381  0.0991  0.005
Si  2.0863  8.2515  31.7317  -0.0381  -0.0749  -0.0541
Si  6.012  8.1861  31.7976  -0.0184  0.0262  0.0169
Si  9.9085  8.162  31.9233  0.0672  -0.0675  -0.0237
Si  0.1546  9.6209  31.8295  0.0113  0.028  -0.0239
Si  4.0541  9.5635  31.7388  0.0422  0.0461  -0.0508
Si  7.9553  9.5216  31.9452  -0.0601  0.0648  -0.0366
Si  0.1444  -0.023  33.8155  0.0364  -0.067  0.0142
Si  4.0126  -0.0695  33.7626  0.0205  -0.0566  0.013
Si  7.8732  -0.029  33.8553  -0.0278  -0.0537  0.019
Si  2.0967  1.2923  33.8272  -0.0214  0.0404  0.0906
Si  5.9201  1.3182  33.856  0.0263  0.0574  0.0362
Si  9.81  1.3003  33.8676  -0.02  0.0715  0.0127
Si  0.1514  5.4826  33.8519  -0.0268  -0.0509  0.0233
Si  3.9484  5.5127  33.8333  0.0052  -0.0147  0.0377
Si  7.8584  5.5031  33.8338  -0.0189  -0.0626  0.0064
Si  2.0396  6.8912  33.7394  0.0177  0.0447  -0.0018
Si  5.9122  6.8431  33.7674  -0.0272  0.0125  -0.0058
Si  9.808  6.8223  33.8546  0.0165  0.0361  0.013
Si  2.0242  2.717  35.7392  0.0022  -0.02  -0.0185
Si  5.8705  2.7319  35.756  -0.0117  -0.0188  0.0105
Si  9.7493  2.7373  35.7508  0.0066  -0.0186  0.0094
Si  0.0943  4.0908  35.7636  0.0027  0.0224  -0.0112
Si  3.9359  4.1118  35.7503  0.0164  0.0026  -0.0279
Si  7.8071  4.0998  35.7482  -0.0026  0.0202  -0.0095
Si  2.0118  8.2021  35.7282  0.0112  -0.0264  0.0033
Si  5.8724  8.1834  35.7358  0.0165  -0.0084  -0.0294
Si  9.7553  8.2052  35.7682  -0.0178  -0.0073  -0.0125
Si  0.0873  9.5603  35.7555  -0.0099  0.0232  -0.014
Si  3.9516  9.5528  35.7366  -0.0162  0.0288  0.0138
Si  7.8052  9.5466  35.7727  0.0103  0.0072  0.0088
Si  0  0  37.6829  0.075  0.0582  -0.0471
Si  3.8672  0  37.6829  0.0723  0.0016  -0.1476
Si  7.7343  0  37.6829  0.045  0.009  0.0377
Si  1.9336  1.3673  37.6829  0.0867  -0.0558  -0.0043
Si  5.8008  1.3673  37.6829  0.0326  -0.0009  0.077
Si  9.6679  1.3673  37.6829  0.0725  -0.0021  0.0049
Si  0  5.469  37.6829  0.0974  0.0032  0.0806
Si  3.8672  5.469  37.6829  0.0497  0.024  0.0831
Si  7.7343  5.469  37.6829  0.0516  0.0016  0.0158
Si  1.9336  6.8362  37.6829  0.0772  -0.0702  -0.1636
Si  5.8008  6.8362  37.6829  0.0602  -0.1081  -0.0672
Si  9.6679  6.8362  37.6829  0.0716  -0.0838  0.0623
Si  1.858  2.7276  6.7908  -0.0035  -0.0216  0.0061
Si  5.699  2.7487  6.7472  0.0024  0.0064  -0.0028
Si  9.6024  2.7559  6.7397  -0.012  -0.0023  -0.0046
Si  -0.0573  4.1072  6.7871  -0.0125  0.0205  0.0014
Si  3.7634  4.1189  6.8001  0.0219  0.0143  0.0066
Si  7.6501  4.0947  6.7479  -0.0077  -0.011  0.0048
Si  1.8534  8.1934  6.7944  0.0004  -0.0024  0.0039
Si  5.7045  8.2111  6.7454  0.0044  -0.008  0.0014
Si  9.6041  8.2141  6.7531  -0.0003  0.0092  -0.0033
Si  -0.0587  9.585  6.7818  -0.0078  -0.0008  0.0162
Si  3.7725  9.5788  6.7811  -0.0065  0.0059  0.0096
Si  7.6487  9.5694  6.7593  0.0046  -0.0086  -0.0048
Si  -0.1028  0.0434  8.7123  0.0038  -0.0515  -0.0422
Si  3.7093  0.0094  8.7282  0.0457  -0.0745  -0.0151
Si  7.5986  0.0508  8.6539  -0.0085  -0.0348  -0.0359
Si  1.8289  1.4117  8.7788  -0.0425  0.0636  -0.0153
Si  5.6327  1.3852  8.6658  0.0027  0.0341  -0.0053
Si  9.5535  1.3609  8.6297  -0.0072  0.0528  -0.0037
Si  -0.0983  5.4476  8.7575  -0.0096  -0.0632  -0.0178
Si  3.6978  5.473  8.7765  0.0131  -0.0432  -0.0129
Si  7.5965  5.4872  8.6514  0.0206  -0.0498  -0.0104
Si  1.7849  6.8626  8.7773  0.0024  0.0596  -0.0087
Si  5.6367  6.7995  8.6326  -0.0096  0.0586  -0.0335
Si  9.5721  6.7909  8.6368  -0.0247  0.0306  -0.0314
Si  1.806  2.7472  10.7844  0.0551  -0.0811  0.043
Si  5.5618  2.7794  10.5721  0.0053  -0.0446  0.0069
Si  9.4959  2.7479  10.5137  0.0226  -0.0653  -0.0066
Si  -0.1563  4.0319  10.6942  -0.0009  0.1066  0.0273
Si  3.6741  4.2416  10.831  -0.0185  0.0405  0.0283
Si  7.5547  4.0797  10.537  0.0079  0.038  -0.0075
Si  1.6705  8.2335  10.7433  0.0399  -0.104  0.0545
Si  5.5964  8.255  10.4543  0.005  -0.1105  0.0139
Si  9.5163  8.1945  10.4986  0.0527  -0.0443  0.0056
Si  -0.2182  9.6588  10.6623  -0.0284  0.0684  0.0419
Si  3.6487  9.5618  10.6648  -0.0249  0.1264  0.0268
Si  7.5688  9.4824  10.4542  0.021  0.0736  -0.0253
Si  -0.3219  0.1228  12.6523  0.0095  0.0722  0.0058
Si  3.6255  -0.0802  12.6731  -0.0043  0.0748  -0.0516
Si  7.5314  -0.0982  12.3152  -0.0137  0.1431  0.0001
Si  1.7338  1.3294  12.7482  -0.015  -0.0303  -0.0746
Si  5.6072  1.2575  12.3862  -0.0511  -0.1304  0.0244
Si  9.2897  1.4167  12.4158  0.0567  -0.1199  0.0056
Si  -0.3433  5.3359  12.6604  0.0652  0.0791  -0.0672
Si  3.6345  5.8759  12.7591  0.0169  0.1152  -0.0398
Si  7.4876  5.4836  12.4242  -0.0308  0.1354  0.0282
Si  1.4288  6.9251  12.7942  -0.0188  -0.1189  -0.0804
Si  5.7121  7.0193  12.4085  -0.1001  -0.1319  -0.0086
Si  9.4712  6.8178  12.4044  -0.005  -0.1473  -0.0088
O  7.1654  2.8058  15.7828  -0.0039  -0.0057  0.0081
O  6.2452  8.006  13.6338  0.0598  0.0579  0.0116
O  10.5001  8.5912  16.0565  -0.0093  -0.0036  -0.013
O  3.4647  9.8603  14.013  0.0307  -0.0462  0.0376
O  5.9494  2.2912  13.6467  0.0696  0.0259  -0.0225
O  3.8796  5.2005  14.2667  0.0142  -0.003  0.0622
O  1.8921  2.1301  14.2117  -0.0084  0.038  0.0672
O  9.7302  7.8548  13.688  0.0381  0.0674  0.0117
O  11.1573  10.131  14.0281  -0.0129  -0.0664  -0.0061
O  10.9381  4.627  14.1537  -0.0218  -0.0409  0.0846
O  -4.2628  -17.2801  13.8287  0.0027  -0.0526  -0.0358
O  2.4495  6.1469  16.3505  0.0638  -0.0202  -0.0549
O  7.7299  10.3907  28.7011  -0.0022  -0.0381  0.021
O  5.2335  6.0712  29.2825  0.1015  0.0857  0.0349
O  7.2928  7.7732  28.6893  0.0073  0.017  0.0299
O  4.3611  10.2118  28.3811  0.0319  -0.0048  -0.0154
O  -0.39  10.0507  28.505  -0.0133  -0.0658  -0.0129
O  0.7715  4.1146  28.7862  0.0516  -0.0105  0.0005
O  9.7807  2.3775  28.5488  -0.0237  0.0601  -0.0396
O  3.4834  -6.8352  28.886  -0.0099  -0.054  -0.0515
O  6.1386  2.5145  28.8358  0.0236  0.0059  -0.0179
O  8.3226  4.5918  28.5624  -0.0078  -0.0412  -0.044
O  1.8021  7.2414  28.2434  -0.0199  0.009  -0.0616
O  10.3626  7.5079  28.7065  -0.006  0.0401  -0.0032
Si  8.4887  7.3108  19.5277  0.0121  0.007  -0.0115
Si  4.0823  9.2575  15.4118  0.0076  0.0062  0.0075
Si  9.0095  3.4723  27.5985  0.0021  -0.0206  0.0096
Si  7.3097  3.0023  14.1919  0.0162  0.0282  -0.0013
Si  7.6541  9.0661  27.7761  0.0066  0.0309  -0.0147
Si  1.6172  4.9688  17.0776  0.0121  0.0041  0.0137
Si  12.701  -0.4409  20.2646  0.0195  -0.0055  -0.0267
Si  2.5697  10.8647  17.6469  -0.0013  0.0181  -0.0072
Si  10.8591  5.1033  25.4944  0.005  -0.0022  0.0134
Si  8.0774  0.5357  18.1723  0.0105  0.0095  0.0167
Si  10.9755  8.5683  14.4812  0.0539  0.0161  -0.0089
Si  7.9337  10.958  21.227  -0.0052  0.0012  -0.024
Si  1.2488  7.2047  26.6927  0.0024  -0.0023  0.0056
Si  2.1375  6.2294  22.1891  0.025  -0.0155  -0.0031
Si  4.1654  13.121  23.2051  -0.001  0.0008  0.0162
Si  10.1015  9.1151  21.6439  -0.0058  -0.0275  0.0061
Si  8.0743  3.3502  17.0074  0.0276  0.009  0.0501
Si  3.5775  6.5316  24.9788  -0.0112  -0.0138  -0.0118
Si  6.8548  9.074  14.6969  -0.0255  0.0027  0.0172
Si  5.4131  4.2928  17.78  0.0182  0.0022  0.0197
Si  4.6541  -0.7001  24.1712  -0.0119  -0.006  -0.0101
Si  -1.0079  8.7634  27.6995  0.0356  0.0304  0.0134
Si  11.4737  4.311  22.5838  0.0075  0.0051  0.0288
Si  6.4689  2.6164  21.3307  -0.0238  -0.0053  -0.0103
Si  3.7116  3.6274  25.9252  -0.0192  -0.0036  0.0023
Si  9.0317  8.738  16.7988  0.0118  -0.0026  0.0373
Si  6.2792  2.3429  27.2142  0.0286  0.0196  0.0004
Si  1.4338  2.2727  15.7771  0.0043  0.0041  0.0231
Si  3.0474  4.581  19.6971  -0.0161  0.0023  -0.0209
Si  8.7392  4.9087  21.3525  0.0063  0.0241  0.0025
Si  5.1805  10.3347  26.9646  -0.0209  0.0216  0.0137
Si  6.287  7.9014  23.9316  -0.0063  0.0071  0.0006
Si  6.1059  -2.5661  20.9747  0.0131  -0.0198  0.0107
Si  3.2481  8.9628  21.6734  0.0122  0.0093  0.0312
Si  3.9162  6.0703  15.659  -0.0811  -0.0015  0.0181
Si  5.2088  1.4617  18.5192  0.0026  -0.0052  0.0207
Si  2.148  3.2483  28.4294  -0.065  -0.0415  0.046
Si  9.1351  7.0137  23.7096  -0.0045  -0.0145  0.0111
Si  1.8556  2.255  21.2129  0.0049  0.0251  0.0016
Si  10.7969  4.1303  15.7122  0.0111  0.0021  0.0155
O  6.3579  9.2065  26.8045  -0.022  0.0007  -0.0049
O  5.6238  9.7968  15.5116  0.0217  -0.0025  -0.052
O  12.4622  1.1463  20.5536  -0.0052  0.0038  -0.0012
O  5.0326  5.343  16.5931  0.0219  -0.0198  -0.003
O  6.8772  7.5989  19.7538  -0.0089  0.0133  -0.0002
O  6.1077  9.5187  24.0494  0.0077  -0.0027  -0.0022
O  2.1348  7.7909  21.778  -0.0037  -0.0023  -0.0084
O  5.3093  3.0376  22.4046  0.0075  -0.001  0.0033
O  11.695  8.3641  26.5609  -0.0101  -0.0031  0.0091
O  6.7173  9.8718  21.1529  -0.0013  0.0069  0.0058
O  5.9475  0.8157  26.8027  -0.0262  -0.0056  0.0243
O  8.4869  11.2467  19.724  0.0019  0.0047  0.0159
O  7.7942  7.5884  24.4505  -0.0065  0.0001  0.0002
O  8.7955  -0.6518  17.306  -0.0143  0.0282  -0.0089
O  10.0465  4.1637  26.5521  0.0228  0.0202  0.0004
O  7.6859  10.1947  13.8545  -0.0141  -0.0396  -0.0044
O  11.6488  5.1232  16.7049  0.0131  0.0127  -0.0352
O  2.945  6.026  23.5746  -0.0096  0.0072  -0.0161
O  2.9792  5.4051  21.0786  0.004  0.0082  0.0061
O  9.3162  8.3304  20.4699  0.0063  0.0104  0.0103
O  4.5685  4.7675  19.1114  -0.0181  -0.006  0.0123
O  3.6454  -1.5191  23.1893  -0.0105  -0.0002  -0.0151
O  5.2013  3.2734  26.4577  -0.0026  -0.0025  0.0222
O  3.6674  5.2464  25.9608  0.0021  0.0104  0.0134
O  8.6363  2.0364  17.8012  -0.0035  -0.0088  -0.0216
O  2.1834  3.5416  16.492  0.0052  0.0301  -0.0205
O  8.7432  2.3516  13.7015  -0.0556  0.0327  -0.0157
O  10.1104  8.1245  22.9627  0.0061  0.0181  -0.0003
O  3.1928  9.679  16.7065  -0.0018  0.0124  -0.0039
O  8.9387  7.6363  18.0012  -0.0076  -0.0148  0.001
O  11.2362  4.1702  24.1988  0.0159  -0.0074  -0.0353
O  0.8087  7.8056  14.1175  -0.0614  0.0793  0.0443
O  4.9551  2.7375  17.5217  -0.002  -0.0071  -0.0341
O  13.4922  5.1172  18.6714  0.0253  -0.0124  0.0201
O  5.6989  2.0833  19.9707  0.0136  0.0042  0.0151
O  7.7981  2.7494  26.7594  -0.0471  -0.0189  0.0389
O  4.5023  -2.4177  20.7177  0.0027  0.005  -0.0055
O  7.8253  -2.5867  15.773  -0.0027  0.0008  -0.0327
O  7.3718  1.3832  21.9076  0.0077  -0.0001  0.0117
O  4.8722  0.8467  23.7825  -0.0074  0.0069  -0.0015
O  9.3041  4.1949  16.353  -0.037  -0.0103  -0.0229
O  14.1232  10.1956  20.9648  0.002  0.0061  0.0037
O  9.9604  6.3343  24.928  -0.019  0.0216  -0.0081
O  1.4007  10.278  18.6552  -0.023  -0.0089  0.0219
O  0.573  5.7692  22.286  -0.0036  -0.0049  -0.0042
O  5.0788  7.144  24.7458  0.0204  0.0082  0.0077
O  7.0624  4.2827  17.9281  -0.0135  -0.0008  -0.0252
O  3.5305  3.0711  24.4066  -0.0016  -0.0106  -0.0136
O  12.1707  5.768  26.2348  -0.0143  0  0.0304
O  2.5157  7.5494  25.71  0.0188  -0.0021  0.0136
O  2.65  3.0283  20.0096  -0.0115  0.0102  0.0083
O  0.9283  3.1919  22.1364  0.0093  -0.018  -0.0149
O  2.9858  1.6679  22.2198  -0.0165  0.0043  -0.0092
O  4.1333  10.147  25.7246  0.0027  0.0073  -0.0096
O  9.21  10.4172  22.0868  0.0025  0.0023  0.0125
O  10.1311  4.1016  21.669  -0.0074  -0.0031  -0.0089
O  1.8129  0.9586  16.6356  0.0158  -0.036  -0.0003
O  3.8127  0.5994  18.5015  0.0128  0.0033  -0.0109
O  8.5857  5.9147  22.6288  -0.0035  -0.0054  0.0032
O  15.8022  7.6346  15.348  -0.007  -0.0082  -0.0162
O  6.4407  0.506  17.9988  0.0004  -0.0031  -0.0164
O  6.2373  -3.4451  22.3459  -0.0071  0.0007  -0.0119
O  11.5159  -1.3314  20.9647  -0.0026  0.0031  0
O  -0.1799  2.6071  15.817  -0.001  -0.0043  -0.0444
O  8.8566  5.7796  19.9646  0.0002  -0.009  -0.0027
O  7.4682  3.8998  21.1563  0.0001  -0.0025  0.0003
O  9.1112  8.9999  27.0231  -0.0219  -0.0081  0.0203
O  2.4636  3.0117  26.826  0.0315  0.0229  -0.0407

Results
free energy: -176917.138 eV
free energy less fixed offsets of O -568.88, Si -635.61 eV per atom: -0.618 eV

The program warned: the cutoff lies below the one the program advises for these potential files; the exchange-correlation potential is rough where the density is thin.
